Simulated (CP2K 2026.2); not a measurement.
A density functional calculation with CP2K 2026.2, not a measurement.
Periodic cell of 504 atoms, Si360O144, from a study of silicon, its oxide and their interface. The atomic structure is a simulated model.
Doubt: the forces sum to 3.97 eV/angstrom along one axis rather than to zero, so they err by at least 0.0079 eV/angstrom per atom on average; the grid cutoff is modest.

Settings
functional: PBE
method: Gaussian and plane waves
basis set: DZVP-MOLOPT-SR-GTH
pseudopotentials: GTH-PBE
grid cutoff: 350 Ry, relative cutoff 50 Ry
k points: Gamma only
occupations: fixed
spin: none
net charge: 0

Cell vectors (angstrom)
a 16.32 0 0
b 0 16.32 0
c 5.3245 2.6623 33.5185

Atoms and the computed forces on them: element, x, y, z (angstrom), force x, y, z (eV/angstrom)
Si 1.709 14.743 0.045 -0.185 0.066 0.71
Si 9.747 3.674 33.503 -0.191 0.211 0.751
Si 6.442 7.054 33.434 0.113 -0.164 0.75
Si 3.877 7.072 0.219 0.084 -0.192 0.756
Si 1.66 9.27 0.182 -0.197 0.102 0.73
Si 3.873 12.464 0.059 0.149 -0.189 0.773
Si 6.653 15.126 0.116 0.142 -0.117 0.751
Si 9.241 1.693 0.11 0.26 -0.343 0.688
Si 6.927 3.869 0.29 -0.162 0.239 0.773
Si 9.207 7.01 0.028 0.173 -0.116 0.74
Si 7.022 9.225 0.19 -0.069 0.057 0.735
Si 15.022 14.552 33.496 -0.064 0.269 0.732
Si 17.892 17.386 33.451 -0.239 0.07 0.727
Si 19.902 4.305 33.514 0.255 -0.086 0.751
Si 12.382 3.896 0.083 -0.147 0.164 0.75
Si 20.482 9.236 33.43 -0.136 0.218 0.737
Si 11.974 9.776 0.118 0.096 -0.056 0.759
Si 14.819 12.517 0.023 0.064 -0.216 0.7
Si 2.817 16.3 1.367 0.016 -0.014 -0.056
Si 5.377 2.624 1.438 -0.019 -0.021 -0.06
Si 2.668 5.435 1.365 -0.018 -0.001 -0.06
Si 5.446 8.166 1.543 -0.002 -0.001 -0.044
Si 2.777 10.89 1.431 -0.003 0.018 -0.025
Si 5.451 13.582 1.394 -0.014 0.013 -0.048
Si 8.199 16.327 1.375 -0.025 0.008 -0.052
Si 10.862 2.74 1.429 0 0.009 -0.045
Si 8.13 5.483 1.458 0 0.012 -0.034
Si 10.817 8.155 1.353 -0.019 0.02 -0.053
Si 8.201 10.814 1.425 0.013 -0.005 -0.049
Si 10.896 13.572 1.192 0.004 -0.019 -0.082
Si 13.573 16.327 1.339 0.004 -0.003 -0.048
Si 16.309 2.739 1.194 -0.026 0.018 -0.07
Si 13.607 5.466 1.307 0.023 -0.024 -0.045
Si 16.292 8.124 1.321 0.003 -0.021 -0.039
Si 13.607 10.947 1.33 -0.01 -0.003 -0.042
Si 16.365 13.664 1.338 0.014 0.004 -0.035
Si 1.363 1.383 2.601 -0.019 0.005 -0.005
Si 4.016 4.045 2.714 0.022 0.033 0.01
Si 1.326 6.797 2.745 -0.003 0.002 0.031
Si 4.126 9.587 2.834 -0.006 -0.01 0.03
Si 1.343 12.243 2.719 0.001 -0.002 0.021
Si 4.117 14.945 2.783 0.017 0.002 0.042
Si 6.813 1.328 2.78 0.01 -0.008 0.042
Si 9.533 4.13 2.776 -0.002 -0.004 0.035
Si 6.77 6.77 2.854 -0.002 -0.01 0.029
Si 9.527 9.481 2.808 0.014 -0.001 0.047
Si 6.824 12.216 2.718 -0.003 -0.007 0.008
Si 9.578 14.925 2.64 0.003 -0.009 0.018
Si 12.198 1.316 2.733 0.009 0.018 0.026
Si 14.973 4.075 2.66 0.023 0.002 0.032
Si 12.238 6.815 2.669 -0.009 -0.004 -0.004
Si 14.947 9.527 2.656 0.008 0.013 0.003
Si 12.232 12.285 2.69 -0.013 -0.015 0.022
Si 14.999 15.022 2.696 -0.019 -0.015 0.015
Si 16.352 16.369 4.039 0.012 0.005 0.019
Si 2.67 2.703 4.064 0.001 -0.02 0
Si 16.299 5.42 4.083 -0.001 -0.008 -0.015
Si 2.708 8.173 4.09 -0.006 -0.011 -0.016
Si 16.302 10.869 4.055 -0.002 0.008 -0.003
Si 2.711 13.594 4.094 0.015 0.007 -0.009
Si 5.466 16.297 4.141 -0.01 -0.004 0.002
Si 8.162 2.734 4.101 -0.012 -0.004 -0.007
Si 5.388 5.383 4.115 -0.001 -0.005 0.004
Si 8.153 8.148 4.163 0.001 0.011 -0.009
Si 5.487 10.919 4.159 -0.005 0 0.016
Si 8.194 13.601 4.038 0.008 -0.004 -0.004
Si 10.867 16.278 4.082 -0.011 0.005 0.01
Si 13.604 2.711 4.031 0.014 0.004 -0.007
Si 10.917 5.47 4.096 -0.015 0.008 0.007
Si 13.591 8.177 4.037 0.011 -0.008 0.001
Si 10.909 10.893 4.085 0 -0.003 -0.018
Si 13.613 13.638 4.039 -0.014 0.004 -0.013
Si 17.664 14.923 16.334 0.004 0 -0.009
Si 4.09 1.319 16.295 -0.007 -0.002 -0.009
Si 17.679 4.095 16.25 -0.01 -0.002 -0.014
Si 4.086 6.813 16.284 0.018 0.003 -0.005
Si 17.656 9.527 16.326 0.009 -0.005 -0.006
Si 4.067 12.256 16.311 -0.003 -0.002 -0.013
Si 6.81 14.959 16.355 0.013 0.014 -0.006
Si 9.518 1.354 16.329 -0.001 -0.007 -0.008
Si 6.814 4.074 16.296 -0.004 0.014 -0.014
Si 9.561 6.805 16.308 -0.015 0.003 -0.006
Si 6.814 9.56 16.28 -0.016 -0.001 -0.016
Si 9.526 12.245 16.37 -0.002 -0.001 -0.007
Si 12.251 14.956 16.331 -0.006 -0.006 -0.002
Si 14.936 1.321 16.306 0.001 -0.014 -0.016
Si 12.22 4.077 16.339 0.005 0.001 -0.003
Si 14.94 6.824 16.298 -0.007 -0.012 -0.013
Si 12.25 9.531 16.347 0.017 -0.002 -0.011
Si 14.953 12.225 16.352 -0.015 0.002 -0.005
Si 19.068 16.257 17.659 -0.004 0.002 0.011
Si 5.442 2.701 17.628 0.008 -0.014 -0.011
Si 19.033 5.446 17.617 -0.003 -0.005 0.004
Si 5.434 8.224 17.601 0.003 0.006 0.011
Si 18.977 10.945 17.662 -0.004 0.004 0.009
Si 5.453 13.566 17.694 -0.008 0.006 -0.004
Si 8.168 16.336 17.717 -0.016 -0.019 0.003
Si 10.869 2.696 17.709 -0.01 0.006 -0.001
Si 8.223 5.408 17.631 0.002 -0.012 0.012
Si 10.877 8.189 17.704 0.001 0 0.002
Si 8.149 10.872 17.716 -0.001 -0.003 -0.009
Si 10.922 13.6 17.711 0.008 -0.006 0.013
Si 13.589 16.301 17.725 0.013 0.015 -0.009
Si 16.324 2.714 17.566 -0.003 0 -0.005
Si 13.573 5.483 17.657 0.005 -0.006 0.015
Si 16.294 8.156 17.684 0.007 0.015 0.007
Si 13.62 10.858 17.738 -0.013 0.007 -0.001
Si 16.296 13.579 17.728 0.016 -0.016 -0.008
Si 17.695 17.686 18.903 0.003 0.005 -0.05
Si 4.058 4.057 18.939 -0.012 -0.008 -0.022
Si 17.68 6.787 18.992 -0.005 0.001 -0.017
Si 4.041 9.594 18.946 0.026 -0.015 -0.042
Si 17.616 12.223 19.137 -0.007 -0.002 -0.007
Si 4.074 14.87 19.063 -0.015 -0.009 -0.015
Si 6.773 17.711 19.051 0.019 0.018 -0.013
Si 9.512 4.037 19.088 -0.028 -0.001 -0.008
Si 6.877 6.865 18.851 0.005 0.04 -0.047
Si 9.521 9.542 19.094 0.005 -0.012 -0.005
Si 6.79 12.212 19.095 -0.014 0.002 -0.014
Si 9.572 14.98 19.054 0.017 0.016 -0.041
Si 12.236 17.672 19.087 -0.005 0 -0.013
Si 14.974 4.078 18.902 0.016 -0.005 -0.047
Si 12.225 6.835 19.067 0.009 -0.003 -0.012
Si 14.979 9.493 19.121 -0.006 -0.003 -0.007
Si 12.267 12.224 19.1 -0.009 0.009 -0.041
Si 14.941 14.932 19.096 -0.011 0.005 -0.01
Si 16.338 16.381 20.29 0.005 0.016 0.049
Si 19.037 2.686 20.308 0.01 0.005 0.055
Si 16.366 5.347 20.289 -0.013 0.002 0.047
Si 18.985 8.246 20.274 -0.023 0.038 0.04
Si 16.317 10.814 20.574 0.019 0.008 0.056
Si 19.005 13.557 20.496 0.004 0.004 0.054
Si 5.432 16.282 20.354 0.025 -0.005 0.044
Si 8.08 2.746 20.5 0.006 0.009 0.042
Si 5.463 5.516 20.073 0.014 -0.018 0.041
Si 8.172 8.122 20.384 -0.021 -0.01 0.068
Si 5.361 10.87 20.425 -0.009 -0.005 0.076
Si 8.227 13.565 20.376 0.013 0.001 0.08
Si 10.908 16.33 20.501 -0.015 -0.014 0.048
Si 13.63 2.783 20.316 0.013 0.003 0.073
Si 10.891 5.429 20.408 0.004 -0.009 0.051
Si 13.603 8.144 20.483 0.003 -0.008 0.033
Si 10.86 10.9 20.483 0.03 0.023 0.076
Si 13.646 13.543 20.515 -0.006 -0.028 0.034
Si 17.881 15.293 21.642 -0.042 -0.217 -0.708
Si 3.846 17.44 21.621 0.157 0.089 -0.699
Si 17.464 3.762 21.663 0.126 0.202 -0.784
Si 4.277 7.028 21.353 -0.046 -0.04 -0.749
Si 17.894 9.605 21.88 -0.218 -0.146 -0.714
Si 3.756 11.904 21.836 0.102 0.186 -0.754
Si 7.077 15.16 21.587 -0.227 -0.122 -0.755
Si 9.256 17.457 21.775 0.264 0.267 -0.735
Si 6.875 4.496 21.582 0.032 -0.326 -0.681
Si 9.282 6.513 21.726 0.158 0.187 -0.707
Si 6.472 9.176 21.594 0.107 0.117 -0.776
Si 9.762 12.522 21.833 -0.09 -0.209 -0.729
Si 12.058 14.688 21.787 0.093 0.234 -0.743
Si 15.199 17.955 21.589 -0.088 -0.091 -0.744
Si 12.567 4.37 21.676 -0.181 -0.125 -0.764
Si 14.856 6.5 21.614 0.078 0.22 -0.736
Si 12.421 9.729 21.785 -0.173 -0.242 -0.751
Si 14.718 11.923 21.914 0.265 0.292 -0.741
Si 11.404 12.594 28.982 -0.044 0.054 0.052
Si 16.108 3.487 28.634 -0.123 -0.062 0.135
Si 10.524 13.267 31.484 -0.077 -0.005 -0.015
Si 9.154 11.562 24.772 -0.029 -0.028 -0.193
Si 15.787 10.901 27.488 -0.017 -0.002 0.03
Si 11.869 4.107 24.672 0.009 0.131 -0.094
Si 6.433 12.686 28.88 0.081 0.037 0.056
Si 13.85 4.247 26.884 -0.076 0.04 0.159
Si 14.525 5.001 30.816 0.003 -0.045 0.08
Si 15.142 12.6 25.007 -0.083 -0.088 -0.132
Si 9.028 3.954 30.447 0.11 -0.142 0.106
Si 19.044 4.299 28.092 0.039 -0.142 0.158
Si 10.647 8.018 31.562 -0.106 0.032 0.186
Si 18.304 15.172 29.516 0.04 0.158 0.022
Si 6.159 15.198 24.407 -0.018 -0.027 -0.059
Si 12.919 13.855 26.601 -0.092 0.1 -0.089
Si 17.082 8.279 28.545 -0.052 -0.055 0.049
Si 5.083 17.967 24.415 0.006 -0.005 -0.121
Si 19.032 5.492 23.681 0.025 0.01 -0.015
Si 6.671 18.419 30.611 0.101 -0.039 -0.029
Si 15.806 7.765 31.369 -0.012 -0.088 0.082
Si 20.748 16.923 29.492 0.052 0.02 0.158
Si 10.565 15.807 26.798 0.174 0.021 -0.056
Si 17.9 12.279 29.06 -0.007 -0.079 0.106
Si 20.42 3.32 30.539 -0.031 0.056 -0.019
Si 5.475 4.484 24.398 -0.062 0.142 -0.115
Si 16.559 17.508 30.772 0.061 -0.004 0.032
Si 6.293 7.607 28.357 -0.04 0.043 -0.04
Si 7.481 6.583 25.726 -0.011 0.054 -0.002
Si 10.637 17.929 24.563 -0.015 -0.125 -0.084
Si 12.058 3.832 29.389 -0.013 0.083 -0.038
Si 7.957 6.651 30.668 -0.025 0.014 0.096
Si 12.454 17.095 28.803 -0.016 0.029 0.07
Si 13.389 16.578 23.82 -0.054 -0.027 -0.128
Si 19.192 11.183 31.426 0.077 -0.081 0.124
Si 9.017 11.47 29.624 0.028 0.07 0.021
Si 8.173 13.963 26.538 -0.013 -0.098 -0.119
Si 17.471 16.314 26.866 0.002 -0.128 -0.089
Si 15.223 7.092 26.659 0.045 -0.021 -0.128
Si 10.273 6.724 24.717 -0.033 -0.014 -0.151
Si 19.811 7.149 27.814 0.065 0.083 0.043
Si 11.48 9.497 24.768 -0.018 -0.058 -0.133
Si 19.821 18.012 26.915 0.046 0.018 -0.012
Si 20.239 11.862 27.248 -0.022 0.12 -0.014
Si 17.395 14.505 24.526 0.019 -0.003 -0.092
Si 6.959 9.49 24.572 -0.002 -0.033 -0.083
Si 11.259 9.772 29.375 -0.101 0.085 -0.016
Si 3.905 13.309 24.557 -0.079 -0.005 -0.147
Si 4.806 9.236 26.518 0.148 -0.075 -0.021
Si 16.766 7.521 23.981 0.085 0.051 -0.111
Si 13.734 16.352 31.408 0.019 -0.065 0.083
Si 14.423 16.24 26.765 -0.05 0.022 -0.054
Si 13.239 9.42 27.13 0.014 0.068 0.004
Si 5.256 13.318 31.492 -0.051 0.004 0.158
Si 1.36 14.983 5.421 -0.011 -0.005 0.01
Si 4.062 1.357 5.433 0.008 0.015 0.005
Si 1.34 4.069 5.444 -0.004 0.007 0.012
Si 4.055 6.792 5.448 -0.001 0.007 0.001
Si 1.343 9.527 5.438 0.014 0.004 0.004
Si 4.081 12.26 5.472 0.006 0.009 0.009
Si 6.839 14.935 5.453 0 -0.005 0.01
Si 9.519 1.347 5.434 -0.004 -0.006 0.006
Si 6.783 4.061 5.467 0.005 0.001 0.015
Si 9.542 6.797 5.476 -0.005 -0.005 0.014
Si 6.812 9.527 5.501 0.005 -0.009 0.019
Si 9.532 12.245 5.43 -0.004 -0.003 0.002
Si 12.256 14.958 5.437 0.006 -0.001 0.01
Si 14.97 1.376 5.412 -0.002 0.008 0.008
Si 12.264 4.075 5.422 0.003 -0.013 0.004
Si 14.94 6.803 5.415 0.001 0.006 -0.004
Si 12.259 9.528 5.435 -0.007 0.006 0.008
Si 14.95 12.249 5.405 -0.003 -0.005 0.004
Si 2.715 16.322 6.804 0.005 -0.004 -0.003
Si 5.42 2.706 6.813 0.002 -0.001 0.004
Si 2.702 5.432 6.805 0.001 -0.005 -0.003
Si 5.427 8.15 6.813 0.001 0.003 -0.003
Si 2.714 10.879 6.802 -0.002 0.001 0.004
Si 5.455 13.606 6.82 -0.003 -0.004 0.003
Si 8.171 16.315 6.812 0.001 0.004 0.001
Si 10.893 2.714 6.78 -0.002 -0.001 0.001
Si 8.16 5.432 6.809 -0.001 -0.005 0.001
Si 10.896 8.175 6.811 0 0.001 0
Si 8.182 10.897 6.822 -0.007 -0.006 0.002
Si 10.891 13.6 6.796 0.002 0.003 -0.004
Si 13.614 16.33 6.781 0.003 0.003 0.001
Si 16.309 2.718 6.807 0 0.003 0
Si 13.601 5.442 6.795 0.003 0.003 -0.002
Si 16.306 8.156 6.788 -0.007 -0.003 0.002
Si 13.61 10.891 6.792 -0.001 -0.007 -0.002
Si 16.314 13.611 6.77 0.001 0.007 -0.001
Si 1.354 1.359 8.164 -0.003 0.006 -0.005
Si 4.07 4.08 8.167 0.002 0.003 -0.007
Si 1.346 6.799 8.157 0.005 -0.007 -0.003
Si 4.071 9.517 8.166 -0.004 -0.015 0.002
Si 1.353 12.253 8.144 0.005 0 -0.003
Si 4.085 14.969 8.163 0.012 0.004 -0.001
Si 6.795 1.351 8.162 -0.016 -0.006 -0.002
Si 9.527 4.067 8.152 -0.009 -0.004 -0.003
Si 6.8 6.797 8.167 0.002 0.008 -0.002
Si 9.534 9.529 8.173 0.007 0.006 0.002
Si 6.807 12.242 8.178 0.001 -0.001 -0.003
Si 9.536 14.959 8.164 0 0 -0.003
Si 12.25 1.361 8.149 0.009 0.005 -0.003
Si 14.957 4.085 8.163 0.007 -0.002 0.002
Si 12.245 6.801 8.161 -0.005 0.002 -0.003
Si 14.96 9.524 8.152 0.004 -0.001 -0.001
Si 12.244 12.24 8.158 -0.007 -0.005 0.003
Si 14.961 14.964 8.146 -0.009 -0.004 -0.002
Si 16.316 16.316 9.52 0.009 -0.002 0
Si 2.712 2.721 9.526 0.006 -0.001 0.003
Si 16.318 5.44 9.525 -0.004 0.006 0.001
Si 2.711 8.157 9.519 -0.003 0 0
Si 16.318 10.888 9.508 0 -0.006 -0.001
Si 2.72 13.601 9.511 0.006 0.006 -0.003
Si 5.44 16.321 9.529 0.003 0.005 0.001
Si 8.163 2.713 9.514 -0.001 -0.005 -0.004
Si 5.439 5.437 9.523 -0.003 -0.006 -0.002
Si 8.161 8.166 9.521 -0.002 0 0.001
Si 5.44 10.876 9.523 0.004 -0.002 0.001
Si 8.171 13.604 9.528 -0.01 0 0
Si 10.894 16.321 9.517 0.003 -0.001 0.001
Si 13.599 2.72 9.519 -0.004 0.008 -0.001
Si 10.879 5.439 9.513 0 0.002 -0.003
Si 13.603 8.165 9.517 0 -0.003 0
Si 10.889 10.888 9.53 -0.003 -0.008 0.002
Si 13.601 13.608 9.512 0.003 0 0.002
Si 17.681 14.957 10.876 0.002 -0.001 0
Si 4.077 1.363 10.882 -0.001 0.004 -0.001
Si 17.674 4.078 10.889 0.003 0.004 -0.002
Si 4.077 6.799 10.88 0.006 0.002 0.001
Si 17.674 9.528 10.87 0.004 -0.003 0
Si 4.079 12.241 10.875 0.002 -0.005 0
Si 6.805 14.962 10.881 -0.009 0.006 0
Si 9.525 1.355 10.875 -0.007 0 -0.001
Si 6.806 4.076 10.875 0.003 0 0
Si 9.522 6.802 10.875 -0.007 -0.003 -0.001
Si 6.804 9.524 10.887 -0.004 -0.006 0.001
Si 9.526 12.244 10.891 0.005 0 0.001
Si 12.244 14.961 10.884 -0.002 0 0
Si 14.956 1.356 10.881 -0.003 0.001 -0.001
Si 12.237 4.08 10.875 0.003 -0.003 0
Si 14.959 6.804 10.877 0.008 -0.008 0
Si 12.245 9.522 10.882 -0.002 0.001 0.001
Si 14.956 12.243 10.871 0 -0.001 -0.002
Si 2.718 16.319 12.237 0.009 0.006 -0.001
Si 5.449 2.715 12.236 -0.003 -0.001 0
Si 2.719 5.44 12.243 0 -0.005 0.003
Si 5.439 8.162 12.24 -0.001 -0.003 0.001
Si 2.716 10.882 12.233 -0.002 -0.005 0
Si 5.442 13.602 12.232 0.008 0.004 -0.004
Si 8.172 16.312 12.24 -0.001 0 0
Si 10.879 2.718 12.235 0 0.003 0.002
Si 8.164 5.44 12.233 -0.003 0.003 -0.002
Si 10.881 8.164 12.237 0.001 -0.006 0.001
Si 8.165 10.885 12.251 -0.004 0 0.004
Si 10.885 13.602 12.251 -0.005 -0.001 0.004
Si 13.6 16.317 12.249 0.004 -0.001 0
Si 16.312 2.714 12.247 -0.001 -0.004 0.004
Si 13.599 5.439 12.231 -0.005 0.005 -0.002
Si 16.312 8.174 12.231 0.002 0.005 -0.001
Si 13.594 10.891 12.239 0.005 -0.007 0.001
Si 16.32 13.593 12.232 0.001 0.001 -0.002
Si 17.672 1.345 13.603 0.002 -0.002 0.004
Si 4.089 4.074 13.592 0.01 -0.002 0.005
Si 17.672 6.816 13.585 -0.001 0.005 0.005
Si 4.076 9.527 13.593 0.007 -0.003 0.003
Si 17.674 12.234 13.597 0.009 -0.007 0.004
Si 4.081 14.958 13.591 -0.011 0.007 -0.002
Si 6.809 1.349 13.592 0.008 0 0.001
Si 9.523 4.081 13.594 -0.009 0.003 0.003
Si 6.81 6.805 13.592 -0.003 -0.008 -0.003
Si 9.532 9.526 13.609 -0.001 -0.005 0.01
Si 6.806 12.259 13.603 -0.017 0.002 0.006
Si 9.523 14.955 13.615 0 0.002 0.002
Si 12.23 1.358 13.602 -0.004 0 0.006
Si 14.943 4.074 13.6 -0.003 0.007 0.001
Si 12.246 6.803 13.588 0.012 -0.012 0
Si 14.952 9.533 13.593 -0.005 0.004 0
Si 12.238 12.241 13.617 -0.001 0.01 0.002
Si 14.96 14.942 13.597 0.007 -0.007 0.003
Si 16.314 16.291 14.963 -0.006 -0.006 0.001
Si 2.731 2.703 14.942 0.004 -0.003 0
Si 16.3 5.46 14.931 0.006 0.007 -0.003
Si 2.706 8.175 14.954 0 0.001 0.002
Si 16.306 10.883 14.963 -0.003 -0.002 0.001
Si 2.713 13.603 14.946 0.009 0.003 0.006
Si 5.46 16.296 14.95 0 -0.004 0.002
Si 8.169 2.709 14.948 -0.001 0.001 0.002
Si 5.452 5.442 14.944 0.006 -0.003 -0.003
Si 8.173 8.16 14.959 -0.003 -0.004 0.003
Si 5.431 10.903 14.942 0.005 -0.001 -0.001
Si 8.17 13.599 14.99 -0.008 0.01 0.002
Si 10.882 16.314 14.973 0 0.004 -0.002
Si 13.581 2.713 14.971 -0.003 -0.006 0.005
Si 10.897 5.438 14.944 0.001 0.007 0.007
Si 13.586 8.181 14.949 -0.003 0.001 -0.003
Si 10.88 10.888 14.99 0.007 -0.005 0.004
Si 13.608 13.592 14.977 0.008 0.001 -0.004
O 13.531 10.846 22.191 0.139 0.098 0.027
O 13.22 3.738 25.483 0.458 -0.585 -0.116
O 12.643 17.101 32.326 -0.245 -0.021 -0.356
O 9.905 6.968 23.155 -0.007 0.169 0.011
O 17.37 18.077 32.06 0.01 0.66 -0.192
O 16.374 7.034 27.79 0.308 -0.439 0.006
O 9.859 12.326 28.505 -0.183 0.152 -0.597
O 4.476 1.844 22.932 0.219 0.21 0.183
O 12.837 15.225 23.121 0.313 -0.286 0.411
O 8.096 5.451 22.105 0.054 -0.038 0.158
O 12.976 4.599 30.495 -0.197 0.261 0.238
O 13.378 5.446 33.373 -0.075 0.084 -0.495
O 19.047 16.347 22.125 0.076 0.024 0.295
O 10.903 13.625 22.276 0.11 0.032 0.271
O 14.449 17.301 22.861 -0.141 -0.237 0.353
O 9.066 11.989 23.207 -0.563 -0.26 0.099
O 20.224 4.882 24.593 -0.105 -0.184 0.74
O 20.191 17.628 25.409 -0.477 -0.105 -0.22
O 9.459 7.176 30.899 0.154 -0.114 -0.252
O 17.069 14.838 22.982 -0.373 -0.199 -0.165
O 16.388 12.002 28.53 -0.403 0.381 0.246
O 14.197 14.983 32.144 -0.192 -0.52 -0.539
O 20.954 14.608 32.239 0.014 0.361 -0.413
O 13.695 5.468 22.121 0.041 0.151 0.234
O 7.049 9.755 22.992 0.32 0.202 0.006
O 6.196 16.808 24.378 0.342 0.188 -0.128
O 7.167 6.524 32.078 -0.051 -0.214 -0.076
O 6.578 18.189 32.213 -0.495 0.431 -0.029
O 9.401 12.169 31.048 -0.279 -0.232 0.534
O 14.178 16.267 25.178 0.439 -0.022 -0.194
O 17.479 3.985 27.977 -0.142 0.216 -0.358
O 8.082 16.227 33.103 -0.247 -0.048 -0.587
O 5.094 12.013 28.323 -0.051 -0.129 0.206
O 16.744 9.607 27.673 0.078 -0.109 -0.38
O 16.459 8.391 30.032 0.07 0.532 -0.009
O 16.323 2.691 22.148 0.102 0.024 0.59
O 8.164 16.285 22.04 0.067 -0.04 0.226
O 9.245 14.981 27.169 -0.134 0.243 0.209
O 19.804 9.814 32.047 -0.21 -0.215 -0.529
O 19.776 6.305 22.528 0.046 -0.122 -0.066
O 15.235 12.262 23.427 0.271 -0.067 0.175
O 20.027 10.293 26.999 -0.72 -0.11 -0.112
O 14.238 10.517 27.797 -0.17 0.37 0.295
O 17.755 15.831 25.359 0.266 0.401 -0.244
O 5.862 4.346 22.836 -0.458 0.034 0.069
O 20.309 7.842 26.423 -0.193 -0.226 -0.501
O 14.721 6.597 31.059 -0.52 0.229 0.096
O 9.213 4.176 32.052 -0.192 0.163 -0.133
O 18.677 8.011 28.586 0.156 0.278 0.368
O 7.161 7.677 29.706 0.121 0.526 0.014
O 10.692 3.108 25.171 -0.331 0.126 0.223
O 18.159 4.296 23.034 0.078 -0.253 0.514
O 15.925 16.622 27.121 0.027 0.188 0.474
O 4.361 12.518 23.221 0.575 0.112 0.151
O 9.827 14.529 32.197 -0.078 0.334 -0.288
O 11.096 16.464 28.185 -0.242 -0.231 0.424
O 9.684 17.944 23.264 -0.202 0.168 0.275
O 11.845 9.322 27.944 -0.372 -0.158 -0.388
O 14.994 3.249 27.475 0.051 -0.456 -0.088
O 12.018 3.796 23.088 -0.357 -0.446 0.18
O 5.379 8.032 22.032 -0.087 0.048 0.317
O 18.849 12.467 27.764 -0.074 0.574 -0.45
O 6.436 5.539 25.106 0.036 0.107 0.156
O 10.566 10.809 24.982 0.378 0.382 0.069
O 12.126 17.518 24.101 0.206 0.322 -0.114
O 4.385 12.527 25.868 0.265 -0.197 0.016
O 11.583 12.601 32.481 0.205 0.194 -0.272
O 17.373 8.864 23.261 0.036 0.222 0.333
O 18.007 13.638 29.947 0.01 -0.072 0.365
O 17.007 7.16 32.267 0.344 0.003 -0.145
O 15.054 4.11 32.082 0.297 -0.509 -0.138
O 14.598 5.626 26.498 -0.002 -0.062 -0.126
O 5.69 3.333 30.198 0.243 0.515 -0.259
O 20.291 3.628 32.1 0.31 -0.038 0
O 19.553 4.339 29.639 -0.083 0.356 0.285
O 15.091 8.965 32.19 -0.139 0.04 -0.275
O 15.724 6.908 22.917 -0.161 0.07 0.246
O 6.432 12.669 32.372 0.055 0.339 -0.137
O 17.277 16.135 30.305 -0.007 -0.21 0.019
O 19.243 5.724 27.406 -0.399 0.143 -0.459
O 11.712 14.844 26.13 -0.05 -0.213 -0.674
O 8.066 10.798 33.228 0.133 0.005 -0.224
O 8.099 5.195 29.974 -0.479 -0.128 -0.605
O 9.015 6.118 25.534 0.038 -0.535 0.404
O 20.396 12.241 31.312 -0.06 0.106 -0.016
O 12.85 9.753 25.593 0.222 0.407 -0.374
O 15.481 4.634 29.577 0.392 0.52 0.015
O 10.734 8.159 25.303 -0.098 -0.137 0.624
O 4.441 17.13 27.888 0.359 -0.329 -0.297
O 9.007 12.845 25.724 0.478 0.012 0.309
O 11.48 5.66 24.878 0.44 0.09 0.212
O 7.965 10.563 25.215 -0.02 0.182 0.578
O 18.021 11.689 32.4 -0.183 -0.336 -0.263
O 5.452 9.704 25.12 -0.483 0.475 -0.137
O 18.262 17.68 27.134 -0.43 0.572 0.311
O 5.301 8.146 32.978 0.178 0.017 -0.198
O 9.63 9.967 29.457 -0.502 -0.388 -0.076
O 15.053 17.26 31.277 0.054 0.416 -0.067
O 10.887 18.886 33.109 -0.088 -0.159 -0.532
O 18.488 11.051 29.967 -0.053 -0.475 -0.428
O 16.182 13.485 33.037 0.105 0.076 -0.504
O 13.408 10.785 33.102 0.1 0.028 -0.682
O 18.004 15.225 27.926 0.302 -0.437 -0.193
O 15.885 7.743 25.32 -0.014 0.295 0.043
O 4.622 14.751 24.645 -0.353 0.408 0.08
O 11.634 8.649 30.454 0.643 -0.441 0.077
O 7.384 7.987 24.937 -0.019 0.008 0.007
O 16.089 13.888 25.229 -0.284 0.517 0.336
O 13.08 16.128 29.947 0.021 -0.232 -0.288
O 14.079 14.747 27.288 0.463 -0.242 0.605
O 15.766 11.431 25.948 0.239 -0.471 -0.364
O 5.995 9.041 27.632 0.392 0.516 0.191
O 14.002 8.011 27.166 -0.199 -0.097 -0.04
O 19.864 15.586 29.79 0.206 -0.308 -0.03
O 12.262 18.549 29.465 -0.072 -0.082 0.416
O 8.185 2.56 30.195 0.399 -0.232 -0.189
O 19.965 3.252 27.278 0.463 0.321 -0.258
O 18.809 5.454 33.116 -0.046 -0.076 -0.416
O 11.912 11.222 29.702 0.662 -0.055 0.193
O 5.956 13.676 30.077 0.19 0.669 -0.137
O 19.912 18.126 30.214 -0.312 -0.161 -0.072
O 13.449 17.261 27.539 0.11 0.406 -0.262
O 10.468 4.042 29.687 0.115 0.335 -0.344
O 12.329 12.885 27.73 0.068 -0.205 0.116
O 17.977 6.508 24.378 0.129 0.139 0.242
O 11.568 7.063 32.447 -0.023 0.003 -0.236
O 19.001 10.746 22.301 0.041 0.083 0.272
O 7.188 14.709 25.515 0.12 -0.07 -0.094
O 11.327 13.727 30.141 0.316 0.445 -0.275
O 7.224 13.459 27.729 -0.134 0.079 0.223
O 7.428 11.519 29.426 -0.34 -0.546 -0.03
O 4.83 6.995 28.729 -0.205 -0.395 0.417
O 16.47 18.516 29.529 0.202 -0.219 -0.322
O 10.139 16.913 25.703 -0.586 0.041 0.065
O 7.123 6.719 27.289 0.323 -0.337 0.245
O 6.558 14.534 22.989 -0.188 -0.541 0.091
O 19.03 16.27 33.021 -0.082 0.074 -0.476
O 13.61 12.978 25.426 -0.246 -0.126 -0.449
O 5.748 3.004 24.98 0.477 -0.126 0.211
O 5.994 17.06 29.965 0.357 -0.406 -0.273
O 11.802 9.231 23.204 -0.237 -0.236 0.158
O 10.002 9.212 32.428 0.068 0.161 -0.205
O 18.625 13.464 24.555 -0.214 -0.425 -0.098
O 12.602 4.372 27.944 -0.336 0.055 -0.288

Results
total energy: -101656.981 eV
total energy less fixed offsets of O -438.35, Si -107.03 eV per atom: -3.781 eV
